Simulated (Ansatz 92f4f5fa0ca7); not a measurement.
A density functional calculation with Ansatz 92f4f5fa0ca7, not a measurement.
Periodic cell of 213 atoms, Si131O78As1H3, from a study of silicon, its oxide and their interface. The atomic structure is a simulated model.
Doubt: the cutoff is low for norm-conserving oxygen, so forces and energies are approximate.

Settings: functional HSE06; potential files SPMS norm-conserving; basis plane waves; wave-function cutoff 800 eV; density cutoff ratio 4; exchange-correlation grid ratio 1; k mesh 1 x 1 x 1, Gamma-centred; occupations fixed; spin none; net charge 0.

Cell vectors (angstrom)
a	10.938	0	0
b	0	10.938	0
c	0	0	31.231

Atoms: element, x, y, z (angstrom)
Si	10.4314	0.5443	23.7575
Si	6.1137	10.3365	23.8726
Si	2.2677	3.114	23.7706
Si	8.6348	2.3689	23.8063
Si	0.6541	4.974	23.8543
Si	4.9932	5.9384	23.8785
Si	3.2812	7.6374	23.9053
Si	7.7879	8.5329	23.8332
Si	1.2839	1.4104	25.0743
Si	6.9516	1.2745	25.0679
Si	4.0569	4.0916	25.0249
Si	9.7034	4.07	25.0409
Si	1.5163	6.7246	25.1668
Si	6.783	6.8542	25.13
Si	4.219	9.4843	25.0421
Si	9.5606	9.6095	24.9922
Si	2.7538	-0.0271	26.3003
Si	8.2714	-0.0285	26.5243
Si	0.0257	2.7501	26.5517
Si	5.4972	2.6961	26.3146
Si	2.7976	5.3868	26.5873
Si	8.245	5.4426	26.3417
Si	0.0403	8.1954	26.3188
Si	5.4986	8.2089	26.5722
Si	4.1058	1.3532	27.7199
Si	9.6057	1.3559	27.875
Si	1.3849	4.0842	27.9146
Si	6.8621	4.0721	27.7301
Si	4.142	6.811	27.8936
Si	9.5863	6.845	27.7304
Si	1.3941	9.558	27.7313
Si	6.8718	9.5821	27.8832
Si	0.0416	-0.031	29.1767
Si	5.4566	0.018	29.1719
Si	2.768	2.6942	29.1881
Si	8.2013	2.7301	29.177
Si	-0.0147	5.4912	29.1789
Si	5.5196	5.4266	29.1838
Si	2.731	8.2027	29.1754
Si	8.2335	8.1788	29.1812
Si	1.3673	1.3673	30.5472
Si	6.8362	1.3673	30.5472
Si	4.1018	4.1018	30.5472
Si	9.5708	4.1018	30.5472
Si	1.3673	6.8362	30.5472
Si	6.8362	6.8362	30.5472
Si	4.1018	9.5708	30.5472
Si	9.5708	9.5708	30.5472
Si	2.7345	0	0.6835
Si	8.2035	0	0.6835
Si	0	2.7345	0.6835
Si	5.469	2.7345	0.6835
Si	2.7345	5.469	0.6835
Si	8.2035	5.469	0.6835
Si	0	8.2035	0.6835
Si	5.469	8.2035	0.6835
Si	4.0631	1.4022	2.0593
Si	9.5592	1.3697	2.0415
Si	1.3918	4.0782	2.0455
Si	6.7949	4.1454	2.0585
Si	4.1161	6.8223	2.0414
Si	9.5383	6.8681	2.0563
Si	1.3432	9.5972	2.0539
Si	6.8379	9.5577	2.0533
Si	-0.0326	0.0262	3.4631
Si	5.4301	-0.0017	3.3475
Si	2.7277	2.7613	3.5259
Si	8.1618	2.7448	3.3514
Si	0.0035	5.4719	3.3197
Si	5.437	5.4932	3.5135
Si	2.7419	8.207	3.3393
Si	8.158	8.2021	3.5048
Si	1.3006	1.4065	4.8804
Si	6.7541	1.3942	4.6856
Si	4.0804	4.1547	4.9641
Si	9.5559	4.1225	4.6478
Si	1.3857	6.8184	4.6474
Si	6.7647	6.8671	4.9512
Si	4.0833	9.5721	4.7082
Si	9.5089	9.6204	4.852
Si	2.6981	-0.0508	6.1065
Si	8.0876	0.1203	6.1438
Si	-0.098	2.8524	6.1716
Si	5.495	2.6987	6.2211
Si	2.6641	5.6036	6.2519
Si	8.1924	5.3582	6.1129
Si	0.0011	8.1364	6.0019
Si	5.3761	8.3352	6.2873
Si	4.4439	0.8701	7.3904
Si	8.9779	1.9606	7.3274
Si	0.7971	4.6804	7.3898
As	7.2341	3.6946	7.6183
Si	3.5207	7.4668	7.5065
Si	10.0154	6.349	7.232
Si	1.667	9.1286	7.327
Si	6.2693	10.2622	7.4205
H	9.3135	1.5822	8.7377
O	3.9391	0.8356	8.9866
O	6.5741	10.3969	9.0715
O	0.8224	9.6606	8.6745
O	3.9585	7.115	9.0747
O	9.7789	6.7457	8.8193
O	0.9825	4.5218	9.0384
H	2.8239	7.9367	22.5162
H	5.3855	5.6113	22.4677
O	7.9847	3.1551	22.433
O	0.1496	11.0624	22.2859
O	0.4998	5.669	22.338
O	2.584	2.5139	22.2311
O	5.8942	-0.1425	22.3041
O	8.1472	7.88	22.3291
Si	10.9834	9.2172	13.9822
Si	5.8967	8.1417	16.4005
Si	9.1685	0.9529	19.1509
Si	3.2464	7.1153	17.5604
Si	2.2896	4.5821	18.9964
Si	0.7148	2.4336	14.565
Si	7.1612	5.7711	11.5948
Si	8.6449	3.1565	20.9366
Si	5.503	3.3532	12.0139
Si	1.2419	3.6974	10.4078
Si	2.4639	0.7635	18.2936
Si	2.9672	9.3925	19.7164
Si	5.9683	3.576	16.146
Si	3.1316	2.2925	20.7174
Si	7.2861	5.969	14.6343
Si	6.1686	1.2375	14.3014
Si	9.9751	4.8027	15.6464
Si	8.3592	3.6455	18.0763
Si	10.7236	1.5147	11.7286
Si	4.0027	10.0084	14.6592
Si	3.5942	1.5624	10.3948
Si	6.8009	9.4004	10.3336
Si	5.1414	-0.1693	20.8794
Si	0.5403	9.6195	10.2666
Si	2.4657	10.0855	12.219
Si	8.9208	7.8869	20.8895
Si	7.2794	9.565	18.8735
Si	8.4342	10.6993	12.8307
Si	3.0523	5.4044	12.399
Si	10.7667	5.2877	20.9059
Si	9.1748	7.4578	10.1222
Si	1.4755	6.6324	14.908
Si	4.7117	7.2375	10.5103
Si	2.8977	3.0963	16.5144
Si	1.1603	10.6763	16.0416
Si	0.1146	10.3094	20.8451
O	7.8367	8.2938	9.738
O	10.0522	9.042	20.9346
O	8.0898	4.0443	19.6595
O	4.822	7.2511	17.2147
O	11.0156	9.5498	15.5909
O	9.3614	4.5807	17.1608
O	3.1924	1.61	17.1143
O	4.1144	9.4609	20.8871
O	0.7465	1.9947	12.9916
O	8.4893	1.5819	20.5092
O	3.2868	3.778	20.0322
O	0.9588	5.1854	19.7255
O	3.1294	0.5148	11.5838
O	2.3716	7.2338	16.1655
O	6.0249	2.3095	13.1176
O	8.4714	10.5948	18.49
O	6.6652	9.085	17.4588
O	5.0745	9.0004	15.3048
O	6.229	10.4761	19.714
O	3.65	6.7387	11.6518
O	0.6273	7.6846	13.9502
O	10.3058	8.5326	10.6762
O	10.3831	3.4078	14.8901
O	4.7378	0.4901	14.4313
O	1.9529	9.1532	10.98
O	9.4805	9.5382	13.3868
O	2.6673	10.2412	15.5619
O	4.4656	1.3373	20.7406
O	6.0249	6.2713	10.5358
O	2.0786	1.5766	19.6635
O	3.5328	10.5577	18.7067
O	4.9118	2.4423	10.7958
O	0.5343	1.1042	15.4488
O	2.3647	2.57	10.107
O	4.2972	4.3359	12.5549
O	6.372	4.6841	15.0276
O	2.742	8.1356	18.7323
O	8.8618	5.5713	14.7377
O	5.3447	8.7437	10.755
O	6.8833	4.1579	11.6144
O	6.9309	6.3902	13.0979
O	0.2158	0.2238	10.7772
O	6.8413	3.7765	17.4995
O	1.1904	-0.0362	17.6498
O	10.1647	3.766	21.0913
O	6.3866	2.0699	15.6801
O	9.254	1.0928	12.3155
O	7.8392	8.2666	19.7117
O	1.8814	3.7377	17.64
O	1.8072	4.7293	11.5573
O	4.3634	3.7877	16.3751
O	2.148	3.0921	15.0542
O	1.5759	9.7156	20.4736
O	7.4937	10.1274	11.6195
O	10.6021	0.4317	19.6982
O	3.5715	9.4041	13.1978
O	10.7939	2.8827	10.8113
O	9.6367	6.4372	20.5716
O	6.985	7.2175	15.6289
O	1.1016	10.2042	13.1756
O	7.4252	0.2238	14.035
O	0.3881	5.7027	15.6876
O	9.1074	2.17	18.0508
O	2.4738	5.8406	13.873
O	8.6698	6.2631	11.1456
O	3.213	5.7277	18.3647

Results
free energy: -52487.564 eV
free energy less fixed offsets of As -2657.37, H -15.86, O -447.96, Si -113.29 eV per atom: -0.744 eV
gap between the highest filled and lowest empty level on this k mesh: 1.481 eV

The program warned: the cutoff lies below the one the program advises for these potential files; the forces do not sum to zero within the program's tolerance; the exchange-correlation potential is rough where the density is thin.
